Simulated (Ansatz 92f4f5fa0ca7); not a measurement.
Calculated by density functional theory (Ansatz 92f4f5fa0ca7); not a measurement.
Periodic cell of 221 atoms, Si132O87H1N1, from a study of silicon, its oxide and their interface. The atomic structure is a simulated model.
Doubt: the cutoff is low for norm-conserving oxygen, so forces and energies are approximate.
Doubt: the program's own warning below bears on the result.

Settings
functional: HSE06
potential files: SPMS norm-conserving
basis: plane waves
wave-function cutoff: 800 eV
density cutoff ratio: 4
exchange-correlation grid ratio: 1
k mesh: 1 x 1 x 1, Gamma-centred
occupations: fixed
spin: none
net charge: 0

Cell vectors (angstrom)
a 10.938 0 0
b 0 10.938 0
c 0 0 32.8379

Atoms: element, x, y, z (angstrom)
Si -0.2274 0.3531 25.3187
Si 5.7781 -0.1404 25.3671
Si 2.5417 3.0933 25.3775
Si 8.482 2.6102 25.2691
Si 0.3061 5.3183 25.3624
Si 5.2158 5.805 25.4505
Si 3.008 8.045 25.3929
Si 7.9955 8.5582 25.3973
Si 1.3739 1.4635 26.6483
Si 6.9109 1.4531 26.6624
Si 4.0923 4.1983 26.7494
Si 9.6219 4.1557 26.6456
Si 1.4136 6.8951 26.7108
Si 6.8518 6.936 26.6947
Si 4.1591 9.6436 26.6751
Si 9.5876 9.6943 26.6878
Si 2.717 0.0322 28.014
Si 8.1927 0.0455 28.0788
Si -0.0121 2.7608 28.0611
Si 5.4668 2.7546 28.0332
Si 2.7089 5.5049 28.1121
Si 8.1999 5.4881 28.017
Si -0.0186 8.2404 28.0308
Si 5.457 8.2383 28.0811
Si 4.1018 1.3673 29.4197
Si 9.5708 1.3673 29.4197
Si 1.3673 4.1018 29.4197
Si 6.8362 4.1018 29.4197
Si 4.1018 6.8362 29.4197
Si 9.5708 6.8362 29.4197
Si 1.3673 9.5708 29.4197
Si 6.8362 9.5708 29.4197
Si 0 0 30.7869
Si 5.469 0 30.7869
Si 2.7345 2.7345 30.7869
Si 8.2035 2.7345 30.7869
Si 0 5.469 30.7869
Si 5.469 5.469 30.7869
Si 2.7345 8.2035 30.7869
Si 8.2035 8.2035 30.7869
Si 1.3673 1.3673 32.1542
Si 6.8362 1.3673 32.1542
Si 4.1018 4.1018 32.1542
Si 9.5708 4.1018 32.1542
Si 1.3673 6.8362 32.1542
Si 6.8362 6.8362 32.1542
Si 4.1018 9.5708 32.1542
Si 9.5708 9.5708 32.1542
Si 2.7345 0 0.6835
Si 8.2035 0 0.6835
Si 0 2.7345 0.6835
Si 5.469 2.7345 0.6835
Si 2.7345 5.469 0.6835
Si 8.2035 5.469 0.6835
Si 0 8.2035 0.6835
Si 5.469 8.2035 0.6835
Si 4.1018 1.3673 2.0507
Si 9.5708 1.3673 2.0507
Si 1.3673 4.1018 2.0507
Si 6.8362 4.1018 2.0507
Si 4.1018 6.8362 2.0507
Si 9.5708 6.8362 2.0507
Si 1.3673 9.5708 2.0507
Si 6.8362 9.5708 2.0507
Si 0 0 3.418
Si 5.469 0 3.418
Si 2.7345 2.7345 3.418
Si 8.2035 2.7345 3.418
Si 0 5.469 3.418
Si 5.469 5.469 3.418
Si 2.7345 8.2035 3.418
Si 8.2035 8.2035 3.418
Si 1.2962 1.4686 4.7349
Si 6.8232 1.343 4.8409
Si 4.157 3.9829 4.8552
Si 9.566 4.0752 4.8465
Si 1.416 6.747 4.7941
Si 6.8248 6.8224 4.782
Si 4.1103 9.5791 4.784
Si 9.6306 9.4781 4.6533
Si 2.6613 0.073 5.9757
Si 8.2729 -0.1434 5.9646
Si -0.063 2.6678 6.2924
Si 5.3705 2.4859 6.4143
Si 2.7464 5.3327 6.2051
Si 8.0556 5.3235 6.1759
Si -0.1162 8.0173 6.0378
Si 5.4645 8.1963 6.174
Si 3.6314 1.2682 7.8085
Si 9.7785 0.8574 7.4425
Si 1.6038 3.738 7.5991
Si 6.5006 4.1718 7.6315
Si 4.3772 6.5345 7.4328
Si 9.2296 6.9116 7.409
Si 1.0777 9.7267 7.0165
Si 7.1824 9.2944 7.3825
O 1.4106 4.1896 24.8452
O 6.8592 9.6438 24.8558
O 2.6465 2.5651 8.1586
O 8.2106 8.1089 7.9385
O 5.4601 5.4118 7.9196
O 0.0568 -0.2083 7.8787
O 4.1006 6.9019 24.8936
O 9.5742 1.4492 24.7825
O 2.3056 9.0196 7.8615
O 0.9835 4.4538 8.9539
O 8.8774 1.1329 8.8076
O 6.8132 10.2418 8.6936
O 3.8479 0.3951 9.2558
O 3.9092 7.1935 8.8857
O 6.9274 3.6955 9.1534
O 9.8691 6.1225 8.7023
O 3.2927 2.4876 24.0465
O 5.181 0.5958 24.0237
O 7.8641 3.3428 23.9116
O 10.6087 6.031 24.0228
O 8.7187 7.9226 24.0679
O 2.3549 8.7182 24.0448
O 5.8562 5.0942 24.1282
O 0.4827 10.6367 23.9832
Si 3.5873 10.4522 10.6398
Si 0.9673 3.2009 12.6317
Si -2.4069 -1.8952 11.7507
Si 4.4729 1.7881 23.1643
Si -6.1443 -7.5918 17.267
Si 3.3627 -11.05 15.9025
Si 1.2093 9.4405 23.1378
Si 15.7704 8.4423 17.431
Si -1.9 3.1643 12.6133
Si -1.2432 4.2848 19.1688
Si 2.4528 0.5303 21.1513
Si 4.9942 12.9141 14.6393
Si 10.7769 18.0816 12.0362
Si 2.594 0.9144 13.2226
Si 7.7415 11.2151 9.6444
Si 0.2872 5.9768 17.1192
Si 5.482 -2.2709 12.3837
Si 2.5618 -2.8824 9.1198
Si 3.9005 3.4084 12.2436
Si 7.9692 6.0699 20.9925
Si 7.2949 -2.4113 19.2264
Si 10.3797 5.2021 14.244
Si 2.4432 1.3826 18.3002
Si 9.7906 -2.2247 17.4103
Si 6.6047 2.945 10.5747
Si -3.0672 1.3985 14.6357
Si 0.1504 1.9774 20.134
Si 8.9711 -0.038 19.1803
Si 6.6131 4.071 23.1262
Si 9.9071 7.2425 23.1854
Si 7.7591 2.3525 17.5817
Si 11.2511 5.8267 9.5072
Si 6.4215 7.8271 14.8674
Si 4.5663 -4.7354 13.6994
Si 3.4283 6.0511 16.7065
Si 8.8199 -1.4942 14.717
O 5.9097 7.8491 16.3819
O 5.764 -2.0586 18.7057
O 8.021 2.2861 15.9812
O -1.7244 -1.3593 13.1479
O 7.0173 -2.5398 11.8426
O 14.6768 7.2857 17.7346
O 1.2274 1.6191 21.3074
N 3.8763 13.0133 13.358
O -1.9951 1.7678 13.4701
O 0.0986 5.7891 11.1142
O 6.2585 2.9472 17.8993
O 8.5686 5.2874 19.7208
O -2.9937 -0.1634 15.068
O -0.5985 5.4589 15.8451
O -0.0356 7.5313 17.515
O -0.4583 3.1008 11.8087
O 7.1371 -3.6115 20.3415
O 10.8747 5.0811 18.4166
O 3.7941 1.0942 21.8682
O -8.6104 3.5107 11.723
O 7.9754 0.8758 18.2512
O 10.4029 14.3723 20.3773
O 3.6862 6.3659 15.0906
O 0.9865 2.0273 18.7054
O 1.8479 -5.2129 16.7918
O 6.7272 12.2693 10.3509
O 7.7679 14.3516 11.6232
O 9.5534 -3.0465 11.2311
O 12.0742 18.9969 12.3257
O 0.7852 4.3474 13.7982
O -0.5899 -4.2817 13.5229
O 2.7134 9.0805 10.3691
O 1.2849 7.1037 9.2612
O 5.059 14.173 11.0785
O 4.7274 0.7379 15.6598
O 2.8147 0.3711 19.554
O 4.2723 4.7777 13.0244
O 9.2208 6.6291 21.8617
O 5.6811 9.0301 13.9845
O -1.0692 0.8809 20.1759
O 7.0897 4.9933 21.8643
O -2.9318 -2.8927 14.8603
O 1.9462 -0.8785 21.8169
O -0.8531 -0.9111 18.3412
O 2.2632 0.6019 16.8778
O 2.6928 -0.2383 14.3973
O 5.5683 2.897 22.6629
O 8.9337 -7.6344 18.1389
O 3.6466 2.4668 18.0469
O -0.9903 -1.6629 15.8684
O 2.6619 0.3195 11.6996
O 1.1884 1.7317 13.3401
O -7.0414 -1.3862 16.7161
O 6.4432 12.7171 13.9496
O 4.8988 -7.6808 15.6308
O 0.0845 8.3375 22.7184
O 7.9667 -1.0904 19.9522
O 4.4571 -3.5803 12.4819
O -2.6224 -2.7782 17.9589
O 4.91 9.8826 11.4402
O 9.0694 4.3755 13.7167
O 8.5193 -0.6241 10.7414
O 4.3532 -6.0379 17.4082
O 6.1248 -4.5743 14.1953
H 12.5742 19.4572 11.625

Results
free energy: -54224.154 eV
free energy less fixed offsets of H -15.86, N -279.42, O -447.96, Si -113.29 eV per atom: -2.074 eV
gap between the highest filled and lowest empty level on this k mesh: 1.216 eV

The program warned: the cutoff lies below the one the program advises for these potential files; the forces do not sum to zero within the program's tolerance; the potential files have known limits; the exchange-correlation potential is rough where the density is thin.
